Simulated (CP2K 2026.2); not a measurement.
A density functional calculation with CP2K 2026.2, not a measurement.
Periodic cell of 504 atoms, Si360O144, from a study of silicon, its oxide and their interface. The atomic structure is a simulated model.
Doubt: the forces sum to 1.65 eV/angstrom along one axis rather than to zero, so they err by at least 0.0033 eV/angstrom per atom on average; the grid cutoff is modest.

Settings: functional PBE; method Gaussian and plane waves; basis set DZVP-MOLOPT-SR-GTH; pseudopotentials GTH-PBE; grid cutoff 350 Ry, relative cutoff 50 Ry; k points Gamma only; occupations fixed; spin none; net charge 0.

Cell vectors (angstrom)
a	16.32	0	0
b	0	16.32	0
c	2.73	2.6231	33.3756

Atoms and the computed forces on them: element, x, y, z (angstrom), force x, y, z (eV/angstrom)
Si	1.049	15.202	0.122	0.134	-0.033	0.739
Si	4.376	1.151	0.085	-0.196	0.043	0.736
Si	1.104	4.333	0.156	0.054	-0.176	0.763
Si	3.855	7.003	0.024	0.185	-0.172	0.777
Si	1.626	9.216	0.059	-0.149	0.209	0.815
Si	7.192	14.632	33.286	-0.397	0.245	0.7
Si	6.578	15.245	0.012	0.134	-0.163	0.775
Si	11.948	4.346	33.189	0.324	-0.312	0.722
Si	6.962	3.936	0.119	-0.145	0.193	0.765
Si	9.701	6.66	0.112	-0.205	0.153	0.735
Si	6.616	9.676	0.162	0.183	-0.217	0.769
Si	9.734	11.987	0.052	-0.159	0.109	0.713
Si	12.578	14.522	0.01	-0.221	0.284	0.769
Si	15.084	1.037	0.068	-0.063	0.205	0.686
Si	14.728	7.1	33.257	0.224	-0.339	0.689
Si	15.222	6.52	0.16	-0.085	0.19	0.794
Si	11.943	9.825	0.256	0.046	-0.042	0.721
Si	14.825	12.333	0.19	0.142	-0.173	0.748
Si	2.708	16.349	1.329	0.009	-0.016	-0.03
Si	5.468	2.714	1.435	-0.003	-0.008	-0.05
Si	2.714	5.466	1.41	-0.021	0.013	-0.052
Si	5.416	8.116	1.402	-0.029	0.008	-0.054
Si	2.764	10.92	1.22	0.013	-0.027	-0.065
Si	5.455	13.63	1.31	-0.008	-0.005	-0.056
Si	8.204	16.397	1.233	-0.006	0.03	-0.065
Si	10.902	2.76	1.132	0.002	0.024	-0.073
Si	8.159	5.466	1.41	0.022	-0.001	-0.04
Si	10.818	8.2	1.475	0.011	-0.012	-0.031
Si	8.179	10.872	1.413	0.006	0.001	-0.04
Si	10.906	13.553	1.345	0.001	-0.009	-0.079
Si	13.562	16.202	1.374	-0.005	-0.025	-0.081
Si	16.242	2.684	1.329	-0.004	0.009	-0.033
Si	13.576	5.42	1.375	-0.002	0.013	-0.05
Si	16.363	8.133	1.42	0.036	-0.01	-0.058
Si	13.574	10.898	1.527	-0.008	-0.007	-0.036
Si	16.326	13.592	1.455	-0.003	-0.014	-0.048
Si	1.359	1.394	2.701	-0.015	0.005	0.019
Si	4.073	4.08	2.732	-0.013	-0.004	0.005
Si	1.379	6.801	2.812	-0.007	0.001	0.053
Si	4.072	9.56	2.697	-0.016	0.004	0.049
Si	1.422	12.216	2.689	0.004	-0.031	0.004
Si	4.044	14.937	2.681	0.02	0.01	0.018
Si	6.868	1.357	2.731	0.017	-0.008	0.049
Si	9.573	4.06	2.666	0.005	-0.024	0.035
Si	6.783	6.79	2.761	0.007	0.017	-0.007
Si	9.461	9.515	2.83	-0.016	0.01	0.029
Si	6.824	12.296	2.705	-0.008	-0.004	0.022
Si	9.538	15	2.61	-0.035	-0.024	0.007
Si	12.192	1.36	2.589	0.008	0.033	0.002
Si	14.893	4.019	2.726	0.029	0.003	0.025
Si	12.263	6.832	2.739	0.007	-0.005	0.027
Si	14.977	9.491	2.756	0.007	-0.015	0.014
Si	12.219	12.271	2.837	-0.003	0.007	0.041
Si	14.939	14.93	2.801	-0.008	0.006	0.035
Si	16.33	16.332	4.075	-0.001	0.001	-0.019
Si	2.708	2.73	4.085	-0.015	-0.009	0.007
Si	16.29	5.401	4.079	0	0.009	-0.012
Si	2.736	8.202	4.112	0	0.013	-0.019
Si	16.354	10.877	4.066	-0.001	0.017	-0.001
Si	2.732	13.585	4.08	0.002	0.009	0.006
Si	5.447	16.301	4.032	0.001	0.007	-0.016
Si	8.21	2.729	4.074	0.004	0.01	0.003
Si	5.433	5.426	4.101	-0.004	0.004	0.003
Si	8.112	8.147	4.145	0.003	0.002	0.007
Si	5.453	10.909	4.055	-0.001	-0.017	-0.012
Si	8.187	13.655	4.036	0.019	-0.011	0.009
Si	10.866	16.345	4.014	0.015	0.002	0.005
Si	13.542	2.667	4.053	-0.003	-0.015	0.01
Si	10.896	5.435	4.06	-0.012	-0.01	-0.019
Si	13.619	8.152	4.121	-0.008	-0.005	0.009
Si	10.858	10.878	4.144	0.014	0.001	-0.009
Si	13.588	13.611	4.175	-0.003	0	0.003
Si	1.346	14.935	16.305	-0.016	0.006	-0.006
Si	4.13	1.376	16.293	-0.006	0.003	-0.005
Si	1.381	4.108	16.243	-0.005	-0.004	-0.013
Si	4.09	6.793	16.302	0.002	0.001	-0.007
Si	1.346	9.517	16.3	-0.001	-0.006	-0.002
Si	4.073	12.243	16.332	-0.009	0.01	-0.001
Si	6.832	14.971	16.34	0.006	-0.003	-0.007
Si	9.506	1.366	16.354	-0.008	0.005	-0.001
Si	6.794	4.067	16.325	-0.007	0.007	-0.01
Si	9.523	6.812	16.325	0.001	-0.008	-0.005
Si	6.804	9.505	16.329	0.007	0	-0.001
Si	9.525	12.265	16.346	0.02	0.01	-0.009
Si	12.209	14.96	16.331	-0.006	-0.011	-0.006
Si	14.93	1.346	16.308	-0.014	-0.007	-0.002
Si	12.212	4.069	16.314	-0.011	0.002	-0.02
Si	14.958	6.811	16.295	0.022	-0.003	-0.007
Si	12.24	9.522	16.325	0.012	0.001	-0.007
Si	14.966	12.231	16.314	-0.006	-0.005	-0.001
Si	2.747	16.321	17.574	-0.001	-0.01	0.006
Si	5.462	2.712	17.731	-0.006	-0.011	0.004
Si	2.782	5.377	17.645	0.005	-0.02	-0.008
Si	5.427	8.149	17.683	-0.003	-0.009	0.019
Si	2.688	10.875	17.671	0.001	-0.001	-0.002
Si	5.466	13.6	17.67	-0.007	0.004	0.021
Si	8.146	16.35	17.749	0	0.004	-0.002
Si	10.9	2.69	17.714	0.012	0.007	0.007
Si	8.152	5.442	17.653	-0.003	0.006	0
Si	10.878	8.176	17.699	-0.002	-0.003	0.003
Si	8.168	10.878	17.672	-0.009	0.013	-0.006
Si	10.86	13.633	17.741	0.013	-0.004	0.017
Si	13.567	16.303	17.692	0.015	0.021	-0.011
Si	16.28	2.803	17.556	0.014	0.003	0.003
Si	13.548	5.482	17.627	-0.008	-0.009	-0.013
Si	16.328	8.146	17.668	-0.028	0.002	0.023
Si	13.623	10.864	17.673	0.001	-0.004	0.013
Si	16.318	13.573	17.697	0.003	0.002	-0.006
Si	17.716	17.784	18.791	0.03	-0.004	-0.049
Si	4.116	4.058	19.114	-0.019	0.036	-0.01
Si	17.717	6.717	18.935	-0.004	0.007	-0.022
Si	4.042	9.517	19.022	-0.003	-0.009	-0.014
Si	17.676	12.215	19.079	0.005	-0.019	0.018
Si	4.103	15.001	18.977	-0.007	0.03	-0.029
Si	6.781	17.692	19.16	0.005	-0.032	-0.012
Si	9.541	4.112	18.998	-0.013	-0.002	-0.037
Si	6.766	6.75	19.033	-0.01	-0.012	-0.044
Si	9.509	9.532	19.053	-0.008	0.014	0
Si	6.797	12.202	19.037	-0.007	-0.001	-0.007
Si	9.512	15.03	19.133	0.014	-0.003	0.001
Si	12.24	17.631	19.122	-0.004	-0.004	-0.021
Si	14.869	4.096	18.941	-0.01	-0.016	-0.022
Si	12.27	6.854	19.059	0.023	0.011	-0.001
Si	14.984	9.514	19.059	0	-0.01	-0.052
Si	12.255	12.221	19.024	-0.011	-0.002	-0.027
Si	14.928	14.927	19.026	-0.032	0	-0.014
Si	16.364	16.445	20.067	-0.024	0.015	0.002
Si	2.653	2.694	20.349	0.017	-0.014	0.077
Si	16.249	5.443	20.231	-0.006	0.027	0.037
Si	2.758	8.023	20.313	0.025	0.001	0.037
Si	16.371	10.812	20.476	-0.008	-0.009	0.038
Si	2.799	13.594	20.323	0.023	-0.001	0.019
Si	5.315	16.368	20.494	0	0.002	0.07
Si	8.234	2.761	20.414	0.02	0.004	0.088
Si	5.5	5.375	20.522	0.022	-0.007	0.07
Si	8.09	8.176	20.34	-0.01	-0.007	0.044
Si	5.4	10.861	20.409	-0.005	0.004	0.037
Si	8.089	13.628	20.388	-0.004	-0.011	0.016
Si	10.91	16.31	20.606	0.009	-0.003	0.046
Si	13.608	2.741	20.409	-0.012	0.018	0.028
Si	10.884	5.501	20.358	-0.002	-0.02	0.035
Si	13.606	8.204	20.476	0.007	0.025	0.063
Si	10.882	10.879	20.41	0.025	0.016	0.049
Si	13.628	13.519	20.439	0.03	-0.003	0.061
Si	17.865	15.251	21.327	0.158	0.002	-0.63
Si	3.624	17.452	21.829	0.231	0.134	-0.727
Si	17.318	3.848	21.523	0.115	0.01	-0.743
Si	4.293	6.952	21.764	-0.141	-0.196	-0.722
Si	17.577	9.145	21.664	0.008	0.235	-0.696
Si	4.299	12.456	21.75	-0.112	-0.104	-0.698
Si	6.464	14.728	21.698	0.067	0.057	-0.672
Si	9.824	1.745	21.803	-0.122	-0.321	-0.755
Si	7.232	4.349	21.812	-0.354	-0.197	-0.737
Si	9.324	6.703	21.637	0.19	0.171	-0.787
Si	6.484	9.226	21.705	0.124	0.132	-0.776
Si	9.657	12.449	21.651	-0.096	-0.159	-0.749
Si	12.013	14.544	21.8	0.133	0.314	-0.728
Si	15.269	17.859	21.558	-0.144	0.003	-0.62
Si	12.051	3.978	21.689	0.231	0.082	-0.734
Si	15.27	7.03	21.654	-0.194	-0.058	-0.797
Si	12.43	9.776	21.824	-0.153	-0.199	-0.786
Si	14.747	11.911	21.786	0.144	0.143	-0.78
Si	17.01	15.995	28.361	-0.067	-0.051	0.055
Si	12.653	3.215	27.482	-0.122	0.035	-0.033
Si	7.218	6.363	29.208	0.035	-0.022	0.009
Si	13.749	5.431	23.918	-0.031	0.016	-0.119
Si	3.034	10.515	23.924	-0.019	0.034	-0.108
Si	7.968	14.908	30.408	-0.027	0.094	0.153
Si	17.085	17.983	25.924	0.055	-0.123	0.054
Si	10.698	16.057	31.199	0.046	-0.038	0.104
Si	15.309	17.523	30.33	0.024	-0.123	0.193
Si	3.507	14.833	29.053	-0.025	0.049	0.075
Si	7.634	4.025	24.798	-0.038	-0.04	-0.13
Si	12.33	15.524	24.632	0.04	-0.123	0.009
Si	2.561	5.321	23.85	0.092	-0.025	-0.103
Si	6.122	17.945	26.09	0.101	-0.03	-0.095
Si	6.695	12.68	25.777	0.029	-0.111	-0.05
Si	7.245	15.528	24.556	-0.027	0.052	-0.051
Si	18.745	13.046	31.319	-0.043	0.032	0.237
Si	15.284	4.118	26.081	-0.061	0.039	-0.022
Si	6.118	6.37	26.257	0.034	-0.039	0.079
Si	17.814	12.423	25.631	0.001	-0.039	-0.01
Si	8.24	10.694	23.881	0.043	0.003	-0.136
Si	7.75	12.301	28.679	0.03	-0.008	0.006
Si	16.302	13.772	23.577	0.029	-0.047	-0.042
Si	10.48	8.541	23.975	0.062	0.077	-0.151
Si	7.058	17.533	29.079	0.007	-0.01	-0.041
Si	9.713	17.097	24.613	-0.067	0.122	-0.135
Si	10.108	3.38	26.108	0.003	0.057	-0.129
Si	15.54	13.299	27.427	0.069	0.13	0.058
Si	4.123	12.807	27.144	0.095	-0.047	-0.093
Si	11.619	4.408	30.206	0.057	0.031	0.099
Si	8.981	3.715	29.048	-0.016	0.048	-0.019
Si	15.301	10.75	28.811	0.026	0.029	-0.014
Si	15.334	6.615	30.143	-0.108	0.112	0.224
Si	12.561	14.114	27.25	0	-0.043	0.013
Si	10.649	10.577	31.261	-0.049	-0.068	0.11
Si	3.532	2.463	24.702	-0.049	0.001	-0.274
Si	3.646	5.445	27.728	0.031	0.13	0.012
Si	3.627	8.315	28.449	0.075	0.003	0.008
Si	12.299	7.307	26.062	0.032	-0.01	-0.006
Si	4.567	17.229	30.588	-0.088	0.013	0.034
Si	12.575	9.539	27.855	0.024	-0.132	-0.062
Si	14.967	16.36	24.271	0.02	-0.013	-0.143
Si	12.374	6.899	28.977	-0.051	0.037	0.021
Si	16.792	3.966	30.522	-0.021	-0.033	0.304
Si	4.943	9.003	25.87	-0.105	0.026	0.034
Si	12.591	16.867	28.825	-0.05	-0.071	0.115
Si	16.478	10.945	31.493	0.09	0.042	0.13
Si	10.863	11.731	28.475	-0.011	0.013	0.006
Si	3.436	3.483	29.823	0.028	-0.039	0.036
Si	5.347	5.262	31.366	0.053	-0.007	0.059
Si	17.386	6.169	26.38	-0.017	-0.042	-0.04
Si	17.078	8.519	28.311	-0.059	-0.088	0.021
Si	8.433	8.358	31.206	0.017	0.053	0.152
Si	5.492	10.441	28.341	0.012	-0.029	0.031
Si	1.365	14.957	5.426	-0.009	-0.002	0.007
Si	4.089	1.349	5.405	0.005	-0.005	0.007
Si	1.345	4.074	5.449	-0.011	0.006	0.01
Si	4.087	6.813	5.451	-0.006	0.007	0.005
Si	1.363	9.532	5.466	0.003	-0.007	0.007
Si	4.096	12.243	5.441	0.003	-0.006	0.008
Si	6.804	14.967	5.419	-0.002	0.007	-0.003
Si	9.533	1.356	5.433	-0.001	0.008	0.011
Si	6.819	4.072	5.433	0.01	-0.007	0.004
Si	9.52	6.778	5.438	0.011	-0.003	0.006
Si	6.771	9.541	5.46	-0.011	0.015	0.007
Si	9.503	12.277	5.444	-0.009	0.004	0.009
Si	12.213	15.006	5.444	-0.002	0.009	0.011
Si	14.944	1.353	5.426	-0.001	-0.004	0.004
Si	12.231	4.062	5.428	0.008	0.004	0.008
Si	14.962	6.774	5.461	0.02	-0.008	0
Si	12.245	9.515	5.464	0.002	0.005	0.014
Si	14.984	12.226	5.452	-0.002	-0.013	0.009
Si	2.73	16.316	6.782	0	-0.006	-0.006
Si	5.445	2.709	6.779	0.003	0	0
Si	2.713	5.446	6.795	-0.012	0	-0.006
Si	5.433	8.169	6.822	0.003	0.009	-0.003
Si	2.73	10.893	6.811	-0.004	0.006	0.001
Si	5.455	13.605	6.796	0	-0.015	0
Si	8.158	16.324	6.787	0.003	0.003	0.001
Si	10.882	2.715	6.804	0.001	-0.007	0.002
Si	8.162	5.433	6.806	-0.003	0.003	-0.001
Si	10.876	8.147	6.802	0.002	-0.005	0
Si	8.148	10.902	6.8	-0.004	-0.004	-0.001
Si	10.869	13.625	6.803	-0.001	0.008	0
Si	13.595	16.331	6.808	-0.001	0.004	0.002
Si	16.303	2.712	6.798	-0.001	0.003	-0.006
Si	13.592	5.416	6.803	0.006	0	0.001
Si	16.323	8.152	6.808	-0.01	-0.001	0
Si	13.613	10.875	6.812	0.004	-0.003	0.004
Si	16.331	13.604	6.802	0.003	0.006	0.001
Si	1.359	1.351	8.145	-0.008	-0.002	-0.006
Si	4.082	4.075	8.14	0.002	0.011	-0.012
Si	1.361	6.797	8.168	0.008	0.004	0
Si	4.076	9.527	8.177	-0.007	-0.01	-0.002
Si	1.369	12.252	8.166	-0.001	-0.004	-0.006
Si	4.086	14.962	8.153	0.003	0.004	-0.005
Si	6.799	1.359	8.152	0	-0.003	0
Si	9.52	4.074	8.163	-0.003	-0.008	-0.003
Si	6.807	6.805	8.161	0	0.005	-0.005
Si	9.516	9.527	8.147	0.003	0.007	-0.007
Si	6.797	12.247	8.172	-0.001	0.001	0.001
Si	9.509	14.97	8.165	-0.004	-0.003	-0.003
Si	12.244	1.369	8.171	0.011	0.005	-0.003
Si	14.955	4.071	8.168	0.001	0.002	0.001
Si	12.236	6.788	8.16	-0.005	-0.005	-0.004
Si	14.963	9.511	8.17	-0.001	-0.002	0
Si	12.24	12.251	8.149	0.007	0.006	-0.004
Si	14.959	14.96	8.155	-0.006	-0.005	-0.005
Si	16.321	16.319	9.517	0.001	-0.007	0.001
Si	2.72	2.716	9.505	-0.003	0.001	-0.006
Si	16.317	5.435	9.521	-0.004	0.001	-0.005
Si	2.718	8.16	9.525	-0.005	0.01	0.002
Si	16.323	10.885	9.515	0.009	0.002	-0.003
Si	2.728	13.606	9.524	-0.007	-0.004	-0.004
Si	5.441	16.319	9.517	0.001	-0.005	-0.003
Si	8.157	2.716	9.515	-0.001	0.004	0
Si	5.44	5.437	9.506	0	0	-0.001
Si	8.163	8.169	9.519	-0.003	-0.004	0.002
Si	5.441	10.885	9.531	0.001	0	-0.004
Si	8.159	13.606	9.527	-0.004	-0.003	0
Si	10.879	16.324	9.518	0.001	0.005	-0.003
Si	13.599	2.72	9.536	-0.003	0.001	0.001
Si	10.877	5.437	9.525	0.004	0.002	-0.002
Si	13.593	8.154	9.52	0.004	-0.006	0.001
Si	10.878	10.885	9.509	-0.002	-0.005	-0.003
Si	13.599	13.603	9.516	0.006	0.004	0.006
Si	1.36	14.96	10.881	0.005	-0.002	-0.002
Si	4.079	1.359	10.874	0.002	-0.002	-0.002
Si	1.361	4.072	10.873	0	0.005	-0.001
Si	4.087	6.8	10.873	-0.007	0.004	-0.001
Si	1.361	9.528	10.874	-0.01	-0.002	-0.001
Si	4.084	12.246	10.888	0	-0.008	0.005
Si	6.797	14.961	10.884	0	0.002	0.004
Si	9.52	1.362	10.875	-0.001	-0.002	-0.002
Si	6.799	4.08	10.868	0.002	0.003	-0.002
Si	9.521	6.807	10.88	0	-0.004	0
Si	6.804	9.524	10.887	-0.004	0.003	0.004
Si	9.521	12.242	10.881	0	0.008	0
Si	12.239	14.962	10.876	-0.007	-0.005	-0.001
Si	14.96	1.355	10.886	0	0.007	0.001
Si	12.235	4.08	10.888	0.005	-0.005	0.003
Si	14.954	6.796	10.878	0.009	0	0.004
Si	12.233	9.522	10.874	0.005	0	-0.003
Si	14.958	12.242	10.874	-0.001	-0.002	-0.003
Si	2.725	16.315	12.24	-0.012	0.003	-0.003
Si	5.446	2.718	12.229	-0.003	0.004	0.003
Si	2.722	5.441	12.223	0.003	0.001	0.002
Si	5.444	8.158	12.242	0.006	-0.004	0.007
Si	2.725	10.877	12.238	-0.009	0.001	0
Si	5.444	13.601	12.252	-0.002	0.001	0.005
Si	8.166	16.32	12.232	0.002	0.001	-0.006
Si	10.87	2.721	12.242	-0.004	0.002	0.002
Si	8.157	5.441	12.228	-0.004	-0.005	-0.003
Si	10.878	8.167	12.245	-0.002	0	0.002
Si	8.161	10.888	12.248	0.006	0	0.002
Si	10.883	13.603	12.24	0.007	0.002	0.004
Si	13.59	16.32	12.244	0.003	-0.008	0.002
Si	16.324	2.715	12.242	0.002	-0.002	0.002
Si	13.597	5.439	12.243	-0.004	0.004	0.004
Si	16.312	8.172	12.221	0.008	0.005	-0.002
Si	13.592	10.887	12.231	0.004	-0.003	0.003
Si	16.315	13.599	12.238	-0.001	-0.003	-0.004
Si	1.36	1.345	13.601	0.011	-0.006	0
Si	4.086	4.083	13.58	-0.002	0.003	0.007
Si	1.364	6.82	13.565	-0.023	0.006	-0.004
Si	4.086	9.52	13.604	-0.009	0.001	0.007
Si	1.361	12.235	13.588	-0.001	-0.001	-0.003
Si	4.087	14.963	13.61	-0.001	0.002	0.006
Si	6.816	1.361	13.588	0.007	-0.011	0.002
Si	9.505	4.081	13.596	-0.004	0.011	-0.003
Si	6.809	6.798	13.598	0.003	-0.01	0.001
Si	9.524	9.535	13.61	0.003	-0.001	0.01
Si	6.802	12.243	13.618	0	0.007	0.009
Si	9.52	14.963	13.596	-0.001	-0.002	-0.007
Si	12.221	1.358	13.604	-0.006	0.01	0.003
Si	14.961	4.078	13.597	0.013	-0.01	0.006
Si	12.233	6.795	13.601	0.013	0	0.011
Si	14.948	9.524	13.584	0.002	-0.002	0.003
Si	12.24	12.244	13.603	-0.002	-0.001	0.004
Si	14.946	14.952	13.6	-0.003	0.006	0
Si	16.305	16.308	14.958	0.006	-0.009	-0.011
Si	2.739	2.711	14.932	-0.001	0.001	0.006
Si	16.327	5.472	14.919	0.014	0.003	-0.002
Si	2.718	8.155	14.951	-0.008	-0.004	-0.002
Si	16.314	10.878	14.94	-0.002	0.002	0.003
Si	2.718	13.589	14.951	-0.008	0	0.002
Si	5.477	16.32	14.954	0	0.002	0.002
Si	8.16	2.717	14.967	-0.005	-0.001	-0.005
Si	5.448	5.431	14.95	-0.002	0.001	0.001
Si	8.166	8.164	14.957	0.001	0	0.002
Si	5.44	10.877	14.977	0.003	0	0.004
Si	8.173	13.61	14.967	0.009	0.009	0.001
Si	10.856	16.323	14.974	-0.001	-0.002	0.001
Si	13.585	2.72	14.951	0.007	0.002	0.004
Si	10.86	5.436	14.957	-0.004	-0.01	-0.003
Si	13.59	8.168	14.948	-0.007	-0.008	0.005
Si	10.883	10.898	14.978	-0.002	0.006	0.003
Si	13.589	13.601	14.976	0.009	0.006	-0.005
O	8.133	5.051	29.282	0.061	-0.115	0.185
O	18.193	14.246	32.251	0.068	0.414	-0.321
O	16.579	3.177	26.052	0.358	0.103	0.313
O	15.394	14.806	24.4	-0.136	-0.158	0.55
O	8.272	5.565	22.132	0.004	0.057	0.602
O	14.816	17.496	31.876	-0.322	0.009	-0.113
O	18.951	18.884	32.978	-0.073	0.096	-0.453
O	4.588	6.381	32.224	0.119	-0.02	-0.102
O	7.129	9.875	23.046	0.067	0.098	0.146
O	2.532	16.267	22.166	-0.107	0.008	0.393
O	9.875	7.435	22.973	-0.065	-0.312	0.081
O	9.976	17.224	32.053	0.049	0.194	-0.135
O	13.556	8.208	33.01	0.169	0.018	-0.072
O	6.322	17.587	27.645	-0.056	-0.318	-0.003
O	9.944	11.714	32.154	-0.09	0.074	-0.187
O	14.007	13.462	26.962	0.069	-0.309	-0.509
O	4.683	5.67	26.515	-0.072	-0.412	-0.411
O	13.583	10.857	22.266	-0.105	-0.072	0.261
O	12.733	14.777	23.251	0.377	-0.27	0.184
O	5.479	10.748	32.964	0.179	0.034	-0.638
O	9.266	11.84	28.442	0.066	-0.185	-0.368
O	17.223	9.726	32.215	0.03	-0.143	-0.333
O	16.035	2.614	30.126	0.138	0.101	-0.222
O	11.126	16.478	24.21	0.128	0.149	-0.284
O	11.359	10.541	27.49	-0.369	0.018	-0.653
O	6.995	3.764	23.325	-0.188	-0.153	0.031
O	11.749	9.222	23.207	0.337	-0.048	0.345
O	13.602	13.511	32.971	-0.071	0.003	-0.504
O	11.693	3.726	26.254	0.125	0.373	-0.4
O	16.285	7.701	29.447	-0.032	-0.001	0.334
O	12.602	4.744	23.018	-0.281	0.127	0.441
O	13.58	16.448	25.095	0.016	0.232	0.662
O	5.377	8.113	22.194	0.051	0.083	0.126
O	18.445	5.292	27.226	-0.007	-0.589	-0.084
O	5.073	12.545	25.856	-0.212	0.02	-0.541
O	6.009	17.856	30.261	0.326	0.276	0.21
O	16.757	14.519	22.246	-0.112	-0.283	-0.081
O	11.802	15.272	32.091	0.125	-0.006	-0.568
O	2.578	12.922	26.703	-0.068	0.103	0.181
O	3.455	18.197	29.917	-0.351	-0.266	-0.394
O	7.661	13.439	29.815	-0.272	-0.141	0.214
O	8.723	15.919	25.066	0.223	-0.368	0.318
O	7.224	2.738	25.69	0.21	-0.131	0.362
O	12.073	6.447	27.43	-0.142	-0.525	-0.061
O	7.038	15.164	31.735	-0.608	0.214	-0.385
O	9.547	9.47	30.848	0.141	0.073	-0.325
O	13.905	6.681	29.418	0.055	-0.13	-0.177
O	3.623	6.308	23.116	-0.094	0.23	0.411
O	16.346	16.384	29.796	0.295	-0.417	0.416
O	17.588	11.987	30.983	-0.039	-0.114	-0.466
O	18.528	8.897	28.932	-0.131	0.524	0.625
O	10.978	2.849	22.184	0.22	-0.059	0.083
O	2.737	8.056	33.008	-0.048	-0.133	-0.29
O	4.388	17.102	32.178	0.39	-0.455	-0.107
O	3.695	6.726	28.74	0.143	-0.098	0.608
O	4.678	2.257	25.806	-0.292	0.428	0.515
O	9.045	7.212	32.162	-0.132	-0.289	-0.259
O	15.273	6.803	31.753	0.149	0.124	-0.227
O	8.247	13.407	33.086	-0.136	-0.14	-0.008
O	17.864	4.704	22.775	-0.4	-0.068	0.136
O	9.266	4.14	24.931	0.27	0.491	-0.152
O	17.277	7.663	26.961	-0.153	0.134	-0.513
O	9.507	3.788	27.537	-0.259	0.148	0.089
O	14.723	6.306	22.99	0.032	0.077	0.351
O	12.34	4.005	31.618	0.593	-0.144	-0.151
O	16.483	16.065	33.052	-0.031	-0.019	-0.522
O	14.712	16.926	22.775	-0.574	-0.315	-0.052
O	4.84	9.17	29.123	0.313	-0.055	0.418
O	16.13	17.235	24.89	0.215	0.225	-0.357
O	4.282	9.724	24.589	0.453	0.13	-0.142
O	7.472	11.453	25.076	0.061	-0.173	0.229
O	16.417	8.091	22.159	0.144	0.189	0.464
O	9.556	15.001	30.749	0.329	-0.469	0.176
O	7.2	9.037	32.011	-0.154	0.195	-0.589
O	10.78	13.523	22.16	-0.076	0.111	0.365
O	5.863	7.745	25.434	0.28	0.068	-0.442
O	13.792	10.435	28.385	-0.11	0.278	0.169
O	9.923	18.121	25.825	0.15	-0.475	0.287
O	7.129	15.54	22.945	0.431	0.552	-0.038
O	6.813	11.023	29.073	0.05	-0.162	0.456
O	3.301	4.057	24.536	0.049	0.06	0.049
O	11.912	14.519	25.821	-0.726	-0.211	-0.131
O	16.314	2.683	22.118	0.116	-0.029	0.374
O	16.217	14.725	27.74	-0.173	0.153	-0.303
O	15.432	12.475	23.163	-0.14	-0.333	0.543
O	18.246	3.989	29.861	0.017	0.054	-0.249
O	10.778	5.463	32.976	-0.111	0.151	-0.473
O	17.981	6.187	24.875	0.025	0.564	-0.307
O	4.076	4.072	28.462	0.439	-0.243	-0.377
O	3.627	11.762	23.067	-0.14	0.114	0.218
O	11.291	11.316	29.981	0.486	0.029	0.147
O	16.345	12.46	26.296	-0.277	-0.526	-0.09
O	13.969	17.366	29.472	0.043	0.05	-0.261
O	16.99	4.164	32.124	-0.261	0.101	0.13
O	8.189	2.335	29.212	-0.021	-0.173	0.088
O	8.177	2.649	32.924	-0.053	0.098	-0.28
O	10.94	7.778	25.323	-0.564	-0.206	0.168
O	12.26	17.97	27.69	-0.186	-0.134	-0.336
O	6.976	14.02	24.971	-0.054	-0.007	-0.441
O	6.812	6.704	27.684	0.153	0.24	0.02
O	11.472	6.027	30.001	-0.511	0.122	0.022
O	18.333	11	25.084	-0.195	-0.461	0.383
O	14.602	4.258	24.623	-0.033	-0.604	-0.427
O	4.359	11.597	28.197	-0.442	-0.067	0.337
O	13.147	6.426	25.029	0.21	0.025	0.128
O	9.122	17.753	23.251	-0.467	-0.095	0.178
O	4.453	15.766	29.947	0.425	-0.155	0.108
O	11.837	9.907	32.113	0.099	0.098	-0.362
O	5.414	13.568	22.242	-0.185	-0.063	0.508
O	2.936	13.615	29.923	0.094	-0.292	-0.413
O	11.422	16.755	29.937	-0.169	0.264	-0.17
O	3.669	12.344	32.057	0.05	0.041	-0.296
O	6.226	16.597	25.2	-0.395	-0.017	0.058
O	12.773	15.421	28.158	0.023	-0.148	0.155
O	7.205	12.889	27.287	0.025	0.284	0.071
O	7.036	5.4	25.379	-0.079	0.187	-0.122
O	5.908	6.002	30.066	-0.24	0.33	-0.124
O	2.238	18.019	25.289	0.049	-0.205	0.072
O	15.444	11.71	32.433	-0.086	0.125	-0.291
O	5.855	9.965	26.819	0.488	0.071	-0.143
O	15.564	12.34	28.727	0.045	0.24	0.503
O	15.58	10.317	30.328	-0.393	-0.663	0.203
O	10.169	3.711	30.143	-0.051	-0.147	0.533
O	8.954	11.813	22.968	-0.233	0.331	0.1
O	12.074	8.496	29.011	-0.447	0.101	0.683
O	3.982	18.146	23.267	0.239	0.126	0.27
O	16.953	17.255	27.353	-0.159	0.413	0.358
O	7.65	16.048	29.308	0.285	0.011	-0.602
O	7.94	7.665	29.837	0.25	0.352	-0.544
O	15.887	5.562	26.505	-0.451	0.408	0.315
O	16.307	9.875	27.898	0.108	-0.007	-0.534
O	4.295	4.085	31.049	0.031	-0.338	0.246
O	13.04	8.674	26.558	0.526	0.263	-0.244
O	12.481	3.909	28.936	0.391	-0.209	0.123
O	15.935	5.153	29.89	0.143	-0.135	-0.3
O	17.666	13.412	24.361	0.377	0.144	-0.299
O	3.739	8.494	26.833	-0.595	-0.238	-0.018
O	6.574	4.593	32.164	0.12	-0.076	-0.335
O	9.373	9.651	24.38	0.129	0.029	0.438
O	2.154	9.581	22.952	-0.094	-0.184	0.193
O	14.186	3.505	27.082	0.266	-0.288	0.477
O	4.426	14.222	27.87	0.324	0.379	0.01
O	18.572	15.66	28.501	0.035	0.457	-0.077
O	11.565	13.109	28.023	-0.182	0.099	0.068

Results
total energy: -101657.971 eV
total energy less fixed offsets of O -438.35, Si -107.03 eV per atom: -4.771 eV
